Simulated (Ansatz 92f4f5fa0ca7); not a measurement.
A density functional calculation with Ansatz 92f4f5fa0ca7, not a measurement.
Periodic cell of 226 atoms, Si133O92B1, from a study of silicon, its oxide and their interface. The atomic structure is a simulated model.
Doubt: the cutoff is far below the 930 eV that the study's wrapper takes by default for these files, so forces and energies are approximate.
This geometry differs little from another in the collection (a relaxation step or a small displacement).

Settings
functional: PBE
potential files: Ansatz PAW
basis: plane waves
wave-function cutoff: 580 eV
density cutoff ratio: 5
exchange-correlation grid ratio: 1
k mesh: 1 x 1 x 1, Gamma-centred
self-consistency stop: 5e-08 eV per atom in the density residual
occupations: fixed
spin: none
net charge: -1 e, with a uniform compensating background and no finite-size correction

Cell vectors (angstrom)
a 10.938 0 0
b 0 10.938 0
c 0 0 31.9494

Atoms: element, x, y, z (angstrom)
Si 10.6261 0.004 24.4598
Si 5.0497 0.1187 24.7111
Si 2.8109 2.2658 24.5747
Si 8.564 2.4311 24.5836
Si 10.7173 5.6123 24.3909
Si 5.1525 5.6213 24.4713
Si 2.9825 7.9535 24.4485
Si 8.4435 7.844 24.4745
Si 1.307 1.0788 25.901
Si 6.8084 1.3181 25.7563
Si 3.9726 4.0089 25.7404
Si 9.6901 4.0198 25.8662
Si 1.3202 6.8545 25.7449
Si 6.8005 6.7339 25.7689
Si 3.9468 9.4818 26.0131
Si 9.5436 9.4264 25.876
Si 2.4799 -0.2945 27.4394
Si 8.1498 -0.0714 27.1523
Si 0.0776 2.6389 27.2184
Si 5.4212 2.6946 27.1208
Si 2.6621 5.4269 27.1158
Si 8.2087 5.3899 27.1441
Si 0.1537 8.3055 27.3152
Si 5.4917 8.1455 27.1896
Si 4.0246 1.2656 28.4789
Si 9.5933 1.2586 28.5213
Si 1.3868 4.0629 28.5653
Si 6.8026 4.0563 28.5138
Si 4.0242 6.8278 28.5037
Si 9.6022 6.8242 28.4751
B 1.3 9.4827 28.6093
Si 6.8206 9.5348 28.5641
Si 0.1149 -0.1967 29.7632
Si 5.4354 -0.0163 29.8885
Si 2.769 2.6978 29.8909
Si 8.2027 2.6785 29.8556
Si -0.0201 5.4433 29.8856
Si 5.4321 5.4651 29.8681
Si 2.5624 8.2976 29.7479
Si 8.2272 8.1702 29.8766
Si 1.3511 1.3159 31.1813
Si 6.8217 1.3622 31.2397
Si 4.1119 4.0827 31.2557
Si 9.544 4.0752 31.2337
Si 1.3646 6.8542 31.2079
Si 6.8218 6.839 31.2261
Si 4.0309 9.5416 31.1939
Si 9.6005 9.5545 31.221
Si 2.7396 0.018 0.6438
Si 8.2258 0.0079 0.6194
Si 0.0135 2.7205 0.6248
Si 5.4867 2.7477 0.6867
Si 2.7343 5.4858 0.6268
Si 8.203 5.4886 0.6471
Si 0.012 8.2063 0.6743
Si 5.4499 8.228 0.6331
Si 4.1003 1.3842 2.0393
Si 9.601 1.3581 2.0028
Si 1.3557 4.1418 2
Si 6.8429 4.1554 2.0297
Si 4.0913 6.8558 2.0046
Si 9.5773 6.8459 2.04
Si 1.3732 9.6185 2.0284
Si 6.8354 9.6271 1.9909
Si 0.0286 0.0408 3.4417
Si 5.492 0.0423 3.4174
Si 2.7147 2.7825 3.3675
Si 8.2627 2.7828 3.3135
Si 0.0286 5.5119 3.4386
Si 5.4691 5.5364 3.4006
Si 2.7403 8.2466 3.3672
Si 8.2321 8.2918 3.3485
Si 1.3763 1.4638 4.8128
Si 6.9141 1.4793 4.6991
Si 4.0591 4.1608 4.7303
Si 9.6039 4.0836 4.7554
Si 1.3685 6.9744 4.8073
Si 6.8382 6.9963 4.7044
Si 4.1012 9.5786 4.7606
Si 9.6168 9.5839 4.8068
Si 2.7638 0.0472 6.1087
Si 8.2984 0.1261 6.0694
Si 0.0222 2.8055 6.2813
Si 5.5178 2.8447 6.042
Si 2.7548 5.6011 6.1146
Si 8.2576 5.6048 5.9325
Si 0.0493 8.3109 6.3372
Si 5.5027 8.3101 6.2007
Si 4.4291 1.1914 7.3024
Si 9.8171 1.1583 7.5944
Si 1.1812 4.5111 7.4804
Si 6.6445 4.5498 7.2223
Si 4.3267 6.7135 7.5159
Si 9.7342 6.6214 7.4755
Si 1.2846 9.9481 7.6712
Si 6.7238 9.9732 7.3889
O 9.5806 1.2356 23.997
O 4.0946 6.8032 23.9591
O 4.0107 1.2376 24.0364
O 9.5334 6.7002 23.9142
O -0.0233 5.5525 8.0015
O 5.5729 0.133 7.8938
O 0.0761 0.0955 8.1287
O 5.533 5.6154 7.8612
O 7.5945 3.9739 8.4281
O 8.7361 7.0589 8.7463
O 2.1835 9.4619 9.0195
O 8.9017 1.6901 8.905
O 7.6132 9.4825 8.701
O 3.622 1.8305 8.5853
O 3.5947 7.2281 8.935
O 2.0675 4.0169 8.8005
O 8.1321 3.4714 23.3616
O 0.4747 4.9456 23.0053
O 1.8626 2.7024 23.2894
O 5.8337 4.9297 23.1256
O 5.5056 9.9682 23.5551
O 2.4399 8.6819 23.0457
O 0.1831 10.076 23.1049
O 7.8145 8.6184 23.1359
Si 8.6653 7.7081 18.4583
Si 8.7898 6.3496 13.6403
Si 3.7976 1.54 14.7308
Si 2.1361 5.7484 17.6569
Si 2.4189 3.1484 19.5409
Si 9.8145 9.023 12.0816
Si 1.3283 9.4218 22.1168
Si 9.1781 0.9601 13.206
Si 1.4278 5.0522 13.0331
Si 1.8007 8.254 12.8111
Si 6.6532 9.5647 22.493
Si 4.5249 4.6012 15.7175
Si 8.2134 3.0262 9.5673
Si 0.8442 8.2597 19.287
Si 6.9402 1.3598 21.119
Si 8.2278 8.3198 9.6589
Si 10.8952 5.1973 15.6225
Si 7.5697 9.4977 16.3285
Si 9.9269 2.0684 20.3287
Si 3.2185 8.5165 9.8989
Si 6.6951 3.3583 17.4265
Si 1.1693 0.216 19.8393
Si 3.242 2.816 12.2879
Si 7.2248 5.4079 19.7072
Si 5.7526 8.6671 11.5402
Si 5.7885 6.0708 13.2061
Si 4.6382 9.7155 17.6456
Si 1.018 3.6001 22.2315
Si 4.8994 1.4923 18.8257
Si 3.1994 3.0898 9.5024
Si 6.4556 10.8138 13.7959
Si 10.354 0.1172 15.982
Si 5.6673 3.6585 11.1482
Si 9.8406 3.8924 11.9063
Si 2.3493 9.921 15.5522
Si 6.091 8.1429 19.8353
Si 6.9321 3.9841 22.3951
Si 9.7527 2.774 17.3857
O 7.1992 6.3722 13.9829
O 1.8857 7.0703 18.6907
O 10.2957 4.0213 16.5302
O 6.1681 9.9628 17.0618
O 10.1551 0.7073 14.4782
O 8.4541 6.1276 18.8757
O 5.1742 0.6842 14.4318
O 5.7162 2.0681 17.5435
O 8.3413 1.9333 20.5631
O 1.9984 4.3099 18.4495
O 6.9711 2.8072 10.6341
O 4.8776 2.7061 12.2136
O 6.028 4.3945 16.353
O 4.5631 3.9291 9.9416
O 10.6792 2.8067 21.572
O 9.7288 6.1508 14.9759
O 6.0184 6.506 19.8524
O 4.0833 0.1854 18.2851
O 9.2603 10.5447 12.29
O 2.8586 4.3567 12.7073
O 1.9173 10.6993 21.2358
O 3.9973 2.7295 19.4099
O 0.7352 10.0425 15.9692
O 1.2759 9.8175 18.8557
O 1.718 1.6705 19.304
O 8.9421 10.3889 16.4989
O 4.8848 8.6088 18.8263
O 9.569 8.7545 10.4909
O 6.7485 4.1093 18.8646
O 2.8488 1.7209 13.4005
O 5.8613 8.7761 21.3045
O 2.548 2.4533 10.8658
O 7.6241 4.8583 21.1869
O 5.2182 7.4776 12.5578
O 0.4322 9.0616 12.5046
O 7.5867 1.0526 13.5882
O 7.1081 9.629 14.755
O 8.9778 5.0196 12.7079
O 8.0956 8.0386 16.9252
O 6.1968 2.6029 21.8858
O 2.4603 9.0629 14.1148
O 0.4244 4.4832 11.8777
O 0.8115 8.3255 20.9519
O 9.3881 3.8315 10.3518
O 9.6588 2.3783 12.5347
O 7.6312 8.5808 19.4037
O 2.5521 8.1777 11.3598
O 3.9813 3.0577 15.3754
O 0.8504 4.4944 14.4524
O 10.0462 2.9976 18.9743
O 9.1499 7.7931 12.9502
O 10.5176 0.5503 20.107
O 6.0347 5.0388 11.9432
O 8.1526 2.7519 17.0275
O 3.5273 5.4716 16.7397
O 4.6666 9.1359 10.3922
O 1.5408 6.6739 13.1773
O 4.7605 5.4946 14.3531
O 2.0556 3.8454 20.9747
O 10.5463 1.4063 16.9652
O 0.9432 6.0617 16.5806
O 7.3059 10.9755 21.9866
O 5.9334 0.9075 19.9316
O 6.0774 10.0227 12.41
O 2.8487 0.5451 15.5963
O 7.056 8.0127 10.772
O 10.2515 8.0274 18.6953
O 3.4531 9.204 16.5909

Results
free energy: -137023.016 eV
free energy less fixed offsets of B -154.04, O -568.88, Si -635.61 eV per atom: 4.114 eV

Forces (eV/angstrom), in the order of the atoms: element, x, y, z
Si -0.0076 0.0011 -0.0011
Si -0.0099 0.003 -0.004
Si 0.0032 -0.0067 0.0065
Si 0.0055 -0.0095 0.0026
Si 0.0007 0.0097 -0.001
Si -0.0085 0.0026 0.0062
Si 0.0056 -0.0028 -0.0132
Si 0.0065 0.0002 0.0115
Si 0.0174 -0.007 0.0243
Si 0.0079 0.0067 0.0045
Si 0.0101 -0.0001 -0.0015
Si -0.0039 -0.0028 0.0092
Si -0.0168 0.0053 0.0136
Si 0.0006 -0.0061 0.002
Si -0.0085 0.0076 0.0257
Si 0.0074 -0.0098 0.0085
Si 0.0446 0.0438 -0.0895
Si -0.004 -0.0025 0.0044
Si 0.0001 0.0002 0.0005
Si -0.005 -0.0016 -0.0113
Si -0.0044 -0.0036 0.0078
Si 0 0.0018 -0.012
Si -0.0065 -0.0019 -0.0422
Si 0.0007 0.0049 0.0013
Si 0.0029 -0.0006 0.0163
Si -0.0025 0.0036 0.0068
Si -0.0026 0.0037 -0.0064
Si 0.0002 0.0001 0.009
Si 0.0039 -0.0029 0.0083
Si -0.0043 -0.0031 0.0164
B -0.0363 -0.0411 0.1272
Si -0.0009 0.0009 -0.0058
Si 0.024 -0.0179 -0.0355
Si -0.0011 0.0025 -0.0018
Si 0.0011 -0.0042 -0.0008
Si 0.0029 -0.0015 -0.0015
Si -0.0006 0.0005 -0.0002
Si -0.0004 0.0021 -0.003
Si -0.0213 0.0275 -0.0347
Si 0.0022 -0.0036 -0.002
Si -0.0033 0.0005 0.0016
Si -0.0014 0.0016 -0.0002
Si 0.0024 0.0021 0.0012
Si -0.0012 -0.0007 0.0012
Si -0.0023 -0.0033 0.0016
Si -0.0008 -0.0008 0.0015
Si 0.0006 -0.0038 0.001
Si -0.0025 -0.0017 0.0031
Si 0.0026 0.0026 0.0004
Si 0.0006 0.0011 -0.0015
Si 0.001 0.0009 -0.0019
Si 0.0008 -0.0019 0.0012
Si -0.0006 -0.0007 -0.0014
Si 0.0008 0.0009 -0.0018
Si -0.0006 -0.0018 0.0021
Si 0.0012 0.0008 -0.0009
Si 0.0002 -0.0008 0.001
Si 0.003 -0.0002 -0.0002
Si -0.0053 0.001 0.0005
Si -0.0038 0.0021 0.0006
Si 0.0042 0.0004 0
Si 0.0016 -0.0011 0.0011
Si -0.0024 0.0011 -0.0017
Si -0.0053 -0.0026 0.0007
Si -0.0014 0.0007 -0.0042
Si 0.001 0.0029 -0.0017
Si 0.0043 -0.0016 0.0019
Si -0.0009 -0.0002 0.0074
Si -0.0005 0.0006 -0.005
Si 0.0017 -0.0013 0.0005
Si 0.0019 -0.001 0.002
Si 0.0001 -0.0022 0.0029
Si 0.0013 0.0009 -0.0013
Si -0.0001 -0.0002 0.0001
Si 0.0038 0.0006 0.0014
Si -0.0037 0.0008 -0.0019
Si -0.0016 0.0018 -0.0007
Si 0.0012 -0.0042 0.0005
Si -0.0006 0.0021 -0.0002
Si 0.0006 -0.0023 0.0002
Si 0.0032 -0.0029 0.0022
Si -0.0042 0.0027 -0.0053
Si 0.001 0.0022 -0.0018
Si -0.0017 0.0003 -0.0028
Si 0.0024 -0.0038 -0.0016
Si -0.0028 0.002 -0.0029
Si 0.0006 0.0015 0.0018
Si 0.0012 -0.0004 -0.0036
Si 0.0023 -0.0044 -0.012
Si 0.004 -0.0043 0.004
Si -0.0027 0.0036 -0.0023
Si -0.0039 0.0035 -0.0118
Si 0.0034 -0.0075 -0.0041
Si 0.0036 -0.0011 -0.008
Si -0.0032 -0.0012 -0.0105
Si -0.0057 0.0041 -0.0026
O -0.0063 0.0015 -0.0011
O 0.0058 0.0007 0.0051
O 0.0035 0.0032 -0.0025
O -0.0018 -0.0004 -0.0031
O -0.0007 -0.002 0.0012
O 0.003 0.0016 0.0051
O -0.0012 0.0017 -0.0002
O 0.0014 0.0019 0.007
O 0.0056 -0.0057 0.0107
O -0.0052 0.0048 0.0095
O 0.0055 -0.003 0.0101
O -0.0042 0.0047 0.0058
O 0.0046 -0.0047 0.0084
O -0.0044 0.0072 0.0118
O -0.0038 0.0064 0.0096
O 0.0047 -0.0033 0.008
O -0.0055 0.0057 -0.0109
O 0.004 -0.0082 -0.0094
O -0.0046 0.0033 -0.0127
O 0.0064 -0.0056 -0.012
O 0.0024 -0.0037 -0.0074
O -0.0059 0.0046 -0.0076
O 0.0096 -0.0084 -0.0139
O -0.0062 0.0055 -0.0119
Si 0.0007 -0.0002 0.0057
Si 0.0001 0.0001 -0.0021
Si -0.0002 0.0002 -0.0007
Si -0.0012 -0.0004 0.0064
Si -0.003 -0.0001 0.0108
Si -0.0006 -0.0004 -0.0073
Si -0.0011 0.0001 0.0231
Si 0.0005 0.0003 -0.0031
Si 0.0001 -0.0003 -0.0028
Si 0.0017 0.0002 -0.0064
Si 0.0028 -0.0012 0.0184
Si 0.0001 0.0009 0.0013
Si -0.0009 -0.0006 -0.0143
Si 0.0009 0.003 0.013
Si 0.0015 -0.0008 0.0116
Si -0.0006 -0.0006 -0.0145
Si 0.0004 0 0.0015
Si -0.0005 -0.0014 0.0024
Si 0.0009 0.0003 0.0115
Si -0.0021 -0.0011 -0.0158
Si 0.0001 0.0002 0.0058
Si 0.0013 -0.0017 0.0101
Si 0.0001 -0.0001 -0.0068
Si 0.001 -0.0013 0.011
Si -0.0004 -0.0005 -0.0084
Si 0 0.0001 -0.0045
Si -0.0003 -0.0006 0.0062
Si 0.0011 0.0043 0.0208
Si 0.0009 -0.0002 0.0079
Si -0.0017 -0.0016 -0.0158
Si 0 -0.001 -0.0029
Si 0.0002 0.0008 0.0018
Si 0.0001 -0.0012 -0.0085
Si -0.0014 -0.0004 -0.0076
Si 0.0003 -0.001 0.001
Si -0.0008 0.0017 0.0113
Si -0.001 0.0025 0.0181
Si 0.0006 0 0.0073
O 0.0005 0 0.001
O 0.0013 -0.0031 -0.0039
O 0.0003 0.001 -0.0018
O 0.0018 0.0002 -0.0022
O 0.0004 -0.0002 0.0006
O 0.0007 0.0009 -0.0026
O -0.0004 0.0003 0.0005
O 0.001 0.0011 -0.0031
O 0.002 0.0005 -0.0038
O 0.0003 0.0037 -0.0049
O -0.0028 0.001 0.0043
O -0.0009 -0.0007 0.0033
O -0.0009 0.0005 -0.0019
O 0.0028 0.0005 0.0058
O -0.0045 -0.0036 -0.0083
O 0.0003 -0.0002 0.0004
O 0.0004 -0.0001 -0.0028
O 0.0002 -0.0013 -0.0027
O -0.0003 0.0016 0.0022
O -0.0006 0.0011 0.0015
O -0.0008 0.0037 -0.0081
O 0.0017 -0.0007 -0.0024
O 0.0001 0.0001 -0.0009
O 0 -0.001 -0.0047
O 0.0009 0.001 -0.0028
O 0 0.0001 -0.0009
O -0.0013 0.0016 -0.0047
O 0.0027 0.0015 0.007
O -0.0007 -0.0021 -0.0053
O 0 -0.0008 0.002
O -0.0019 -0.0041 -0.0115
O -0.0003 -0.0008 0.0076
O 0.0012 0.0038 -0.0107
O 0.0001 -0.0016 0.0027
O 0.0001 -0.0001 0.0018
O -0.0004 -0.0001 0.001
O 0.0003 0.0001 0.0001
O -0.0004 0.0018 0.0026
O -0.0009 0.0014 -0.0032
O -0.0012 -0.0036 -0.0057
O 0.0001 0.0008 0.0015
O 0.0011 0.0007 0.002
O -0.0012 -0.0027 -0.0109
O 0.003 0.0019 0.0067
O 0 -0.0018 0.0023
O 0.0022 -0.0005 -0.0036
O -0.0026 -0.0007 0.0083
O 0 -0.0001 -0.0001
O 0 -0.0003 0.0007
O -0.0007 0.0014 -0.0072
O -0.0002 -0.0015 0.0021
O 0.0002 -0.0005 -0.0034
O 0.0001 0.0021 0.0034
O -0.0003 -0.0001 -0.0019
O 0.0012 -0.0006 -0.0022
O 0.003 0.0001 0.0053
O -0.0004 -0.0008 0.0012
O -0.0003 -0.0004 0.001
O 0.0037 -0.0016 -0.0109
O 0.0002 -0.0012 -0.0021
O -0.0009 -0.0003 -0.002
O 0 0.0045 -0.0061
O -0.0043 0.0001 -0.0069
O 0.0007 0.0022 0.0034
O 0 0.0004 -0.0004
O -0.0027 0.0001 0.0054
O -0.0025 -0.0006 -0.0027
O -0.0008 0.0003 -0.0022

The program warned: the cutoff lies below the one the program advises for these potential files; the exchange-correlation potential is rough where the density is thin.
